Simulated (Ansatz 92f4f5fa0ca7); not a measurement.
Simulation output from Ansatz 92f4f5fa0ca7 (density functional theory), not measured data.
Periodic cell of 223 atoms, Si131O90As2, from a study of silicon, its oxide and their interface. The atomic structure is a simulated model.
Doubt: the cutoff is far below the 930 eV that the study's wrapper takes by default for these files, so forces and energies are approximate.

Settings: functional PBE; potential files Ansatz PAW; basis plane waves; wave-function cutoff 580 eV; density cutoff ratio 5; exchange-correlation grid ratio 1; k mesh 1 x 1 x 1, Gamma-centred; self-consistency stop 5e-08 eV per atom in the density residual; occupations fixed; spin none; net charge 0.

Cell vectors (angstrom)
a  10.938  0  0
b  0  10.938  0
c  0  0  32.1988

Atoms and the computed forces on them: element, x, y, z (angstrom), force x, y, z (eV/angstrom)
Si  10.5903  0.2129  24.883  0.0142  -0.0445  0.0066
Si  5.7437  10.6641  24.7585  -0.0107  0.0183  -0.0527
Si  2.4754  2.9058  24.6635  0.0074  -0.0143  -0.0328
Si  8.4338  2.4407  24.8341  -0.0342  0.0135  -0.0589
Si  0.2747  5.1562  24.7654  0.0033  0.0016  -0.0503
Si  5.1578  5.7358  24.7166  -0.005  -0.014  -0.0427
Si  2.9409  7.9922  24.6087  -0.005  -0.0162  -0.023
Si  7.9436  8.428  24.7463  0.02  -0.0219  -0.0344
Si  1.3276  1.3729  26.0552  0.0109  0.0177  -0.0051
Si  6.8492  1.299  26.1269  0.0107  -0.0031  0.0325
Si  4.0441  4.0941  26.0034  -0.0028  0.0085  0.0133
Si  9.6038  4.05  26.0866  0.0059  0.004  0.0169
Si  1.3959  6.8191  26.0036  0.0085  0.0212  0.0227
Si  6.7742  6.8441  26.0395  -0.0036  0.0097  -0.0039
Si  4.1021  9.5263  26.0055  -0.0081  0.0027  0.0079
Si  9.4652  9.5623  26.1606  -0.0102  0.0154  0.0198
Si  2.7326  -0.0153  27.3592  -0.0108  0.0004  -0.0689
Si  8.1615  -0.0238  27.5613  -0.0254  -0.0312  0.1175
Si  0.0088  2.7172  27.4916  0.0092  0.0049  0.0907
Si  5.4455  2.7375  27.3733  -0.001  -0.0058  -0.0587
Si  2.7278  5.4631  27.4312  0.001  0.0049  0.0378
Si  8.1897  5.4644  27.3666  -0.0007  -0.009  -0.06
Si  -0.0017  8.1776  27.3819  -0.0046  -0.0103  -0.055
Si  5.4417  8.1959  27.4502  -0.0165  -0.0266  0.0598
Si  4.0829  1.3638  28.7439  0.0278  -0.0048  0.0808
Si  9.5775  1.3559  28.8551  -0.0445  -0.0013  -0.1364
Si  1.3666  4.1151  28.82  -0.0288  -0.0537  -0.093
Si  6.8271  4.0993  28.7439  0.0153  -0.0241  0.0828
Si  4.0949  6.8167  28.8061  -0.0109  0.018  -0.0563
Si  9.5603  6.8203  28.7521  0.018  0.0255  0.0618
Si  1.3721  9.5571  28.7419  -0.0212  -0.0096  0.0806
Si  6.7784  9.5429  28.8657  0.1129  0.0601  -0.1631
Si  0.0187  -0.022  30.1564  0.027  0.001  0.0055
Si  5.4411  0.017  30.1615  -0.0298  0.0082  0.0333
Si  2.738  2.732  30.1468  -0.0133  0.0091  0.0079
Si  8.1921  2.7451  30.1505  -0.0034  0.0047  0.0248
Si  -0.0112  5.4754  30.1521  -0.0104  0.0199  0.0256
Si  5.4761  5.46  30.1478  0.0068  -0.0058  0.0073
Si  2.7285  8.2017  30.1428  -0.0022  0.0232  0.0204
Si  8.2079  8.1894  30.1532  -0.0317  -0.0142  0.0142
Si  1.3673  1.3673  31.515  0.0889  -0.079  0.0248
Si  6.8362  1.3673  31.515  -0.063  0.1065  -0.0219
Si  4.1018  4.1018  31.515  0.0804  -0.1052  0.0099
Si  9.5708  4.1018  31.515  -0.0834  0.0683  0.0105
Si  1.3673  6.8362  31.515  -0.0811  0.0765  -0.0492
Si  6.8362  6.8362  31.515  0.1335  -0.0785  0.0431
Si  4.1018  9.5708  31.515  -0.154  0.0569  0.0098
Si  9.5708  9.5708  31.515  0.0814  -0.1067  0.0329
Si  2.7345  0  0.6835  0.0842  -0.0278  -0.0422
Si  8.2035  0  0.6835  -0.0536  0.1472  -0.1639
Si  0  2.7345  0.6835  -0.0343  0.074  -0.017
Si  5.469  2.7345  0.6835  0.0962  -0.0194  -0.0573
Si  2.7345  5.469  0.6835  -0.0262  0.2041  -0.1166
Si  8.2035  5.469  0.6835  0.0307  0.0184  -0.049
Si  0  8.2035  0.6835  0.0734  -0.0923  -0.099
Si  5.469  8.2035  0.6835  -0.0628  0.0432  0.0186
Si  4.1068  1.377  2.043  0.0361  -0.0575  -0.0664
Si  9.5529  1.3821  2.0405  0.0123  -0.0085  0.0891
Si  1.3617  4.1316  2.039  -0.0754  0.0007  -0.0342
Si  6.8242  4.1229  2.0418  0.0645  -0.023  -0.014
Si  4.1006  6.8372  2.0606  0.0137  0.0132  0.0363
Si  9.574  6.8444  2.0397  -0.0286  0.0229  -0.0403
Si  1.3927  9.5461  2.0339  0.0534  0.073  -0.0291
Si  6.8162  9.6113  2.0371  -0.0915  -0.0283  -0.0105
Si  0.0327  0.0076  3.3267  0.1328  -0.1232  0.0624
Si  5.4642  0.028  3.4463  -0.0742  0.0984  -0.0225
Si  2.7903  2.8156  3.3507  -0.0486  -0.1513  0.1601
Si  8.2025  2.7821  3.4159  -0.1537  0.1437  -0.0915
Si  0.0209  5.5129  3.4247  -0.0672  0.0154  -0.0365
Si  5.4758  5.4817  3.4226  0.1855  0.0707  0.0256
Si  2.769  8.2204  3.4536  -0.0414  0.0626  -0.0422
Si  8.1844  8.2385  3.3423  0.188  -0.1382  0.0806
Si  1.4296  1.3993  4.6253  -0.071  -0.0683  -0.0723
Si  6.7763  1.4925  4.7717  0.2902  -0.1334  0.0463
Si  4.1437  4.1041  4.8155  0.0419  0.0625  0.0472
Si  9.5578  4.1735  4.7716  -0.0502  0.0099  0.0782
Si  1.4047  6.844  4.8126  0.0476  0.0895  0.1219
Si  6.8567  6.895  4.7366  -0.3059  -0.0418  -0.0393
Si  4.1219  9.6048  4.8478  0.1357  -0.1336  0.0917
Si  9.6493  9.5264  4.6443  -0.1548  0.4118  0.1245
Si  2.7398  0.1088  6.1104  -0.0631  0.0631  -0.0464
As  8.2362  0.0466  5.9708  0.1304  -0.1937  0.0074
Si  0.0635  2.7532  5.9502  0.026  -0.0468  0.1418
Si  5.4482  2.7523  6.3308  -0.0882  -0.104  -0.1279
Si  2.801  5.4997  6.1841  0.0088  -0.0448  0.0989
Si  8.1582  5.5395  6.147  -0.0075  0.0316  -0.0722
Si  -0.0039  8.192  6.1572  -0.039  -0.1063  -0.1048
Si  5.5187  8.2056  6.1808  0.1534  -0.1011  0.1377
Si  3.8009  1.5877  7.6543  -0.0196  -0.0219  0.1306
Si  9.8078  1.2654  7.2849  0.0028  -0.364  -0.1203
Si  1.6099  3.8262  7.3217  -0.1593  0.0616  -0.2031
Si  6.597  4.4385  7.5261  0.0297  0.1814  0.1759
Si  4.3773  6.6759  7.5359  0.0521  0.2164  -0.0904
Si  9.3026  7.0946  7.4973  0.0229  0.1042  -0.1664
Si  1.0746  9.934  7.2966  -0.0826  0.076  -0.0423
As  6.942  9.4463  7.9446  -0.0951  0.5538  -0.1212
O  8.4646  8.4514  7.8576  -0.0688  -0.1251  -0.0099
O  2.6616  2.7481  8.0061  0.1509  -0.0861  0.0699
O  9.5326  1.3336  24.2619  -0.0118  0.0186  0.0387
O  4.0604  6.8508  24.1431  -0.0059  0.0105  0.0157
O  -0.1152  0.0592  7.7701  0.2953  -0.0991  0.1652
O  5.4646  5.5369  8.0701  0.0793  -0.0885  -0.0385
O  6.8519  9.556  24.2034  -0.0084  0.0116  0.034
O  1.3708  4.0494  24.1799  -0.0117  0.0078  0.0282
O  3.8098  7.5279  8.8574  -0.0159  -0.0611  -0.0129
O  0.6344  4.4035  8.5033  0.0364  -0.0017  0.0516
O  9.7578  6.3118  8.8924  -0.0235  0.0341  0.0261
O  1.8882  9.4295  8.63  -0.0538  0.0482  -0.0188
O  7.3996  3.9132  8.8762  -0.0342  -0.0013  -0.089
O  4.2414  0.9032  9.1157  -0.09  0.1063  -0.1596
O  6.6149  8.8647  9.6294  0.0419  -0.4616  0.2671
O  9.0882  1.8617  8.6289  -0.0889  0.069  0.0467
O  7.6983  3.114  23.5328  0.0062  0.0048  -0.0045
O  10.5035  5.8261  23.4496  0.0082  -0.0053  0.0225
O  5.0947  0.4255  23.4253  0.0005  -0.0092  0.0059
O  5.8613  5.0671  23.3902  -0.0045  0.0056  0.0171
O  3.0957  2.1863  23.3039  -0.0017  0.0075  0.0107
O  2.3133  8.688  23.2289  -0.0061  -0.0007  0.0141
O  8.6324  7.7439  23.4131  -0.0062  -0.0005  -0.0024
O  0.2549  10.2876  23.6424  -0.018  0.0182  -0.0203
Si  4.3798  1.5529  22.4975  -0.0032  -0.0099  -0.0245
Si  3.4404  7.8867  14.1892  0.034  -0.0416  -0.0169
Si  7.1185  0.9495  14.6887  -0.0084  -0.0261  0.0078
Si  0.954  9.3291  22.5492  0.0031  0.0164  -0.025
Si  1.1644  4.2548  11.8868  0.0213  -0.0127  0.0137
Si  6.2614  8.9526  15.3732  0.0003  0.0064  -0.0213
Si  0.6768  1.309  12.3625  -0.0175  -0.0066  0.0169
Si  8.6167  4.9277  20.5488  -0.0045  -0.0112  -0.0205
Si  0.2607  5.719  9.3716  0.0155  0.0427  -0.0616
Si  5.0927  3.0844  17.9775  0.0005  0.0084  -0.0069
Si  0.8794  3.7073  16.7867  -0.0028  0.0005  -0.0189
Si  10.382  2.8168  19.2663  -0.0015  -0.0078  -0.0134
Si  5.2609  1.1333  10.4008  0.1044  -0.1063  0.1031
Si  0.881  0.1584  19.891  -0.0219  0.0026  -0.0306
Si  6.5688  9.3304  11.1766  -0.0184  -0.0769  -0.3738
Si  9.31  9.6533  18.4126  -0.0117  -0.0024  -0.0097
Si  9.3661  9.168  12.6824  -0.0814  0.0447  -0.0269
Si  6.5595  3.8197  22.6136  0.0123  -0.0001  -0.0119
Si  2.3726  8.0893  9.4036  0.0213  -0.0138  -0.0533
Si  10.5757  7.3293  17.2169  -0.0012  -0.0047  0.0095
Si  2.4683  6.2951  16.744  -0.0111  0.0117  0.0107
Si  10.1933  4.451  14.2091  -0.0066  -0.0328  -0.006
Si  6.1318  9.1651  18.5746  -0.0041  -0.0135  -0.0226
Si  7.9195  2.5262  9.5547  -0.0615  0.0067  0.0449
Si  8.8825  2.1044  12.4546  -0.0032  -0.0146  0.017
Si  5.3505  6.21  18.1312  0.0098  0.0095  -0.0134
Si  3.9079  0.5285  19.5101  0.0068  -0.0057  -0.0245
Si  4.2383  3.7801  12.1101  0.04  0.0059  0.0025
Si  5.4839  6.4808  12.4629  -0.0049  0.0757  -0.114
Si  8.01  2.4641  17.2408  -0.0091  -0.0069  -0.0118
Si  4.3297  2.4308  15.0239  0.0122  -0.0114  -0.0085
Si  1.5514  1.1604  15.3234  -0.0018  0.0001  0.0005
Si  1.5516  9.3462  12.1112  0.0111  -0.0006  0.0116
Si  8.0463  6.7841  13.9746  -0.0721  0.0201  -0.0223
Si  10.3786  9.7848  15.5935  -0.0146  0.0106  -0.016
Si  9.8131  6.9997  22.5653  -0.0256  -0.0037  -0.01
Si  8.1026  5.4436  17.4525  -0.0084  0.0082  -0.0261
O  5.9243  7.9636  11.8646  0.0042  0.0036  0.0969
O  6.0379  9.2005  16.9549  0.0026  -0.0017  0.0168
O  7.6694  1.3601  13.2156  0.0084  0.0107  -0.0074
O  0.9113  1.6998  13.9289  -0.004  -0.0034  -0.0066
O  9.4476  6.1953  16.9606  -0.0127  -0.0058  0.0036
O  6.7387  6.017  13.392  0.0643  -0.0154  0.0556
O  5.1563  4.6162  18.6537  -0.0081  -0.0089  0.0047
O  9.2098  2.1191  18.3164  0.0032  0.0055  0.0068
O  2.3534  0.0752  19.1105  -0.003  0.0003  0.0106
O  9.3908  10.195  16.8508  0.0014  -0.01  0.005
O  2.7709  4.3743  11.687  -0.0246  0.0032  -0.0108
O  5.0411  10.2866  19.155  -0.0127  0.0115  0.0128
O  9.4168  3.2486  13.4555  0.0029  0.0199  -0.0017
O  0.4461  1.7446  19.9951  0.0028  -0.0009  0.01
O  3.1714  1.2601  15.1271  -0.0103  -0.0008  0.0099
O  8.1368  5.3344  19.0635  -0.0028  -0.002  0.0193
O  3.879  6.5618  17.5161  -0.0003  -0.0081  -0.0091
O  4.5179  3.2481  16.4393  -0.0038  -0.0021  -0.0019
O  9.1201  5.6508  14.409  0.0012  0.0016  0.0106
O  5.4338  2.7444  22.1519  -0.0001  0.0019  0.0097
O  10.6801  4.0418  15.6923  0.002  -0.0001  -0.0011
O  0.31  3.8347  18.3103  -0.003  -0.0039  0.0119
O  10.4209  10.4828  19.2801  0.0113  0.0036  0.0116
O  9.6298  9.9324  14.1397  0.0236  0.0029  0.0118
O  10.9117  8.1064  22.0984  0.0013  -0.0025  0.018
O  1.2448  2.1339  16.5887  0.0039  -0.0028  0.0021
O  9.7195  3.7227  20.4554  -0.0043  0.0058  0.0141
O  8.127  3.9972  16.715  -0.0028  0.0136  0.0123
O  -0.0648  9.031  12.0111  0.0035  0.0003  -0.0058
O  6.569  2.3617  18.0023  -0.0036  0.0006  0.0081
O  5.5565  10.6739  11.2513  -0.06  0.1081  0.071
O  7.7249  9.5987  18.9336  0.0048  0.0021  0.0071
O  10.029  0.9597  12.1388  0.0065  0.01  0.0154
O  1.3359  6.892  9.0911  -0.0364  -0.0531  -0.007
O  0.6346  4.7359  13.3606  -0.0008  0.0043  -0.0203
O  5.7263  7.5945  19.0347  -0.0021  -0.0022  0.0005
O  5.2241  5.0387  11.6767  -0.0329  -0.0363  0.0246
O  2.6027  7.0921  15.3368  0.0019  0.0093  -0.0013
O  0.8991  2.6774  11.5137  0.0003  0.0068  -0.0109
O  0.8473  10.6504  15.6317  0.0035  0  0.0072
O  2.3752  8.5184  10.9675  -0.0007  0.0386  0.0328
O  4.7019  2.3899  11.3231  -0.027  0.0277  -0.0005
O  4.1445  3.4354  13.7304  -0.0099  -0.0022  0.0043
O  2.162  4.6957  16.5583  -0.0011  -0.0092  0.0056
O  10.7294  8.211  15.8428  0.0027  -0.0198  0.0056
O  6.8808  10.287  14.6925  -0.0017  0.0003  0.0329
O  2.3467  8.898  13.4812  -0.0109  0.0025  -0.0024
O  8.0593  1.4886  15.9248  0.0082  0.0054  0.0118
O  4.0346  6.7589  13.1683  -0.0455  -0.008  0.0624
O  4.1755  1.9818  18.7768  0.0001  -0.0069  0.0078
O  7.2806  4.4024  21.2956  -0.0048  -0.0053  0.0068
O  8.4575  2.8268  11.0583  0.0019  -0.0148  -0.0105
O  1.1532  6.8338  17.5764  -0.0072  -0.0057  -0.0008
O  5.6773  1.6139  14.8068  -0.0194  0.0207  0.0059
O  8.0783  9.7423  11.7827  0.0825  -0.0468  0.1065
O  9.2004  6.2696  21.2542  0.0087  0.0135  0.0108
O  8.8987  7.6302  12.8946  0.0134  -0.0362  0.0081
O  1.6366  0.0524  11.9409  0.0151  -0.0086  -0.0045
O  6.6409  6.1211  17.1013  0.0037  -0.0075  0.0205
O  7.4149  7.8094  15.101  0.0162  -0.0235  0.0237
O  1.2205  10.2933  21.272  0.0034  -0.0119  0.0152
O  9.9507  8.1539  18.4682  0.0019  0.0039  0.0019
O  3.9283  0.8217  21.1211  0.0017  0.002  0.0232
O  0.31  5.25  10.9146  -0.0196  -0.0082  0.0372
O  6.6792  1.4878  9.6691  0.0275  0.026  0.0079
O  4.7649  8.6656  14.765  -0.0181  0.0097  0.0259

Results
free energy: -144174.523 eV
free energy less fixed offsets of As -4856.12, O -568.88, Si -635.61 eV per atom: 1.827 eV

The program warned: the cutoff lies below the one the program advises for these potential files; the forces do not sum to zero within the program's tolerance; the exchange-correlation potential is rough where the density is thin.
